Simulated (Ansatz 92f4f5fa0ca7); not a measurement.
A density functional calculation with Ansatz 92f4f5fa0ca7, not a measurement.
Periodic cell of 267 atoms, Si160O101B6, from a study of silicon, its oxide and their interface. The atomic structure is a simulated model.

Settings
functional: PBE
potential files: Ansatz PAW
basis: plane waves
wave-function cutoff: 700 eV
density cutoff ratio: 5
exchange-correlation grid ratio: 1
k mesh: 2 x 2 x 1, shifted by 0.5 0.5 0.5 of a step
self-consistency stop: 5e-08 eV per atom in the density residual
occupations: fixed
spin: none
net charge: 0

Cell vectors (angstrom)
a, 11.6015, 0, 0
b, 0, 13.3963, 0
c, 0, 0, 30.9016

Atoms: element, x, y, z (angstrom)
Si, 11.8151, -0.086, 24.4374
B, 3.9638, -0.0666, 24.785
Si, 7.7181, -0.0404, 24.4867
Si, 1.899, 3.338, 24.2373
Si, 5.8585, 3.3061, 24.2285
Si, 9.7978, 3.2764, 24.38
Si, 11.6818, 6.7242, 23.9742
B, 4.0277, 6.6057, 24.7696
B, 7.7329, 6.6454, 24.7048
Si, 2.2304, 9.8765, 24.0432
Si, 5.8426, 9.9357, 24.1431
Si, 9.814, 9.9899, 24.0925
Si, 11.6989, 2.1883, 25.2543
Si, 3.894, 2.0086, 24.8233
Si, 7.7864, 2.2385, 25.0976
Si, 2.1791, 5.6404, 24.8656
Si, 5.8699, 5.6725, 24.8967
Si, 9.5795, 5.6504, 24.8333
Si, 11.7728, 8.9327, 24.8551
Si, 4.0133, 8.6401, 24.9775
Si, 7.8341, 8.7204, 24.8005
Si, 2.2586, 12.2051, 24.9629
Si, 5.6898, 12.2396, 25.0198
Si, 9.7446, 12.1978, 25.015
Si, 11.6606, 2.1835, 27.5437
Si, 3.8863, 2.1921, 27.2656
Si, 7.7739, 2.2304, 27.4284
Si, 1.9651, 5.5776, 27.2859
Si, 5.8191, 5.5498, 27.3333
Si, 9.6957, 5.576, 27.2718
Si, 11.6825, 8.8968, 27.2667
Si, 3.9378, 8.8706, 27.3561
Si, 7.792, 8.88, 27.2565
Si, 2.0173, 12.1943, 27.3558
Si, 5.8182, 12.2414, 27.3938
Si, 9.7165, 12.2193, 27.3725
Si, 2.0119, 1.0465, 28.1566
Si, 5.8145, 1.1034, 28.1358
Si, 9.6874, 1.0652, 28.1727
Si, 11.6275, 4.4702, 28.1288
Si, 3.8734, 4.4293, 28.1031
Si, 7.7691, 4.4752, 28.1384
Si, 1.9831, 7.7864, 28.1333
Si, 5.8664, 7.7723, 28.132
Si, 9.7312, 7.8002, 28.0994
Si, 11.6554, 11.1119, 28.13
Si, 3.9182, 11.0996, 28.1684
Si, 7.766, 11.1098, 28.122
Si, 1.9336, 1.1164, 30.5067
Si, 5.8008, 1.1164, 30.5067
Si, 9.6679, 1.1164, 30.5067
Si, 0, 4.4654, 30.5067
Si, 3.8672, 4.4654, 30.5067
Si, 7.7343, 4.4654, 30.5067
Si, 1.9336, 7.8145, 30.5067
Si, 5.8008, 7.8145, 30.5067
Si, 9.6679, 7.8145, 30.5067
Si, 0, 11.1635, 30.5067
Si, 3.8672, 11.1635, 30.5067
Si, 7.7343, 11.1635, 30.5067
Si, 0, 0, 0.3944
Si, 3.8672, 0, 0.3944
Si, 7.7343, 0, 0.3944
Si, 1.9336, 3.3491, 0.3944
Si, 5.8008, 3.3491, 0.3944
Si, 9.6679, 3.3491, 0.3944
Si, 0, 6.6981, 0.3944
Si, 3.8672, 6.6981, 0.3944
Si, 7.7343, 6.6981, 0.3944
Si, 1.9336, 10.0472, 0.3944
Si, 5.8008, 10.0472, 0.3944
Si, 9.6679, 10.0472, 0.3944
Si, 11.553, 0.0684, 2.7727
Si, 3.8723, 0.0401, 2.7411
Si, 7.6832, 0.0462, 2.7778
Si, 1.8558, 3.3845, 2.814
Si, 5.759, 3.3808, 2.7616
Si, 9.604, 3.3716, 2.7908
Si, 11.6237, 6.7354, 2.7512
Si, 3.8183, 6.7265, 2.7588
Si, 7.7542, 6.7516, 2.7403
Si, 1.906, 10.0857, 2.7506
Si, 5.7719, 10.0497, 2.7546
Si, 9.6408, 10.1077, 2.7629
Si, 11.5045, 2.2821, 3.6687
Si, 3.8102, 2.2731, 3.5481
Si, 7.6584, 2.279, 3.6533
Si, 1.9102, 5.6195, 3.6775
Si, 5.7895, 5.6445, 3.4338
Si, 9.6914, 5.6343, 3.5021
Si, 11.5686, 8.9665, 3.5314
Si, 3.8186, 8.9555, 3.5489
Si, 7.7229, 8.9789, 3.5486
Si, 1.9154, 12.3542, 3.4377
Si, 5.7728, 12.2666, 3.5432
Si, 9.61, 12.3449, 3.5655
Si, 11.3427, 2.3447, 6.1038
Si, 3.753, 2.2525, 5.9155
Si, 7.5499, 2.3473, 6.0849
Si, 1.8676, 5.7593, 6.1721
Si, 5.7341, 5.7171, 5.7481
Si, 9.6458, 5.9188, 5.8513
Si, 11.5273, 8.7959, 5.9461
Si, 3.5666, 8.8516, 5.9261
Si, 7.8281, 9.06, 5.9701
Si, 1.8172, 12.3947, 5.7474
Si, 5.8333, 12.0525, 5.9277
Si, 9.3755, 12.2182, 5.9581
Si, 1.7425, 1.2258, 6.6732
Si, 5.6248, 0.9456, 6.6748
Si, 9.3665, 1.1076, 6.9241
Si, 11.4205, 4.6663, 6.9025
Si, 3.9389, 4.5317, 6.6907
Si, 7.7084, 4.7732, 6.5746
B, 1.7682, 7.8092, 6.1397
Si, 5.7236, 7.9169, 6.6274
B, 9.6299, 7.9679, 6.0664
Si, 11.4948, 11.1795, 6.428
Si, 3.6278, 11.1312, 6.6362
B, 7.6619, 11.105, 6.0911
O, 11.2141, 4.7081, 8.5921
O, 9.0638, 1.1588, 8.61
O, 3.2391, 11.1848, 8.2669
O, 5.3321, 0.5901, 8.2806
O, 4.4972, 4.4181, 8.265
O, 0.2116, 11.5377, 8.0197
O, 5.7725, 7.8165, 8.3029
O, 7.8205, 5.3935, 8.1248
O, 1.8235, 1.2694, 8.3412
O, 2.5248, 9.6106, 22.4008
O, 0.4727, -0.1532, 22.7977
O, 10.1877, 2.944, 22.7782
O, 11.6278, 6.7953, 22.2834
O, 6.0187, 3.2361, 22.5698
O, 5.6769, 10.0568, 22.4672
O, 1.2696, 3.5256, 22.667
O, 10.0769, 10.1583, 22.4323
O, 7.5527, 0.0118, 22.8445
Si, 0.9497, 4.3871, 14.8885
Si, 6.2103, 8.0268, 12.5484
Si, 11.4916, 7.4271, 20.7624
Si, 2.4043, 9.2995, 20.788
Si, 9.3122, 1.2009, 17.6337
Si, 11.3201, 4.7395, 19.2504
Si, 3.0491, 2.3677, 14.1884
Si, 4.4506, 0.7983, 19.4338
Si, 8.6827, 4.1131, 17.6309
Si, 8.7314, 11.9868, 19.2621
Si, 4.7351, 7.9104, 16.5656
Si, 8.7585, 0.0984, 9.8472
Si, 4.8168, 4.8384, 9.8092
Si, -0.0877, 3.1247, 21.8289
Si, 8.2454, 0.3641, 21.4408
Si, 10.7529, 10.1417, 11.768
Si, 6.2286, 2.6023, 21.095
Si, 4.4265, 9.9333, 14.1747
Si, 4.1361, 3.0206, 17.0783
Si, 6.032, 11.6256, 18.5536
Si, 10.2917, 4.9042, 12.78
Si, 1.0591, 1.3291, 9.7799
Si, 9.4953, 9.7068, 20.9662
Si, 6.027, 4.7585, 18.7307
Si, 6.2928, 9.6762, 21.0031
Si, 7.943, 5.1731, 9.7226
Si, 5.6092, 5.9404, 14.6205
Si, 10.6664, 3.8543, 9.8979
Si, 7.6769, 0.661, 14.9862
Si, 4.9972, 12.3888, 15.8506
Si, 9.6742, 12.9689, 12.7689
Si, 1.993, 12.2315, 19.5717
Si, 4.8872, 7.6759, 19.465
Si, 4.9833, 7.8592, 9.7264
Si, 2.025, 13.251, 16.7239
Si, 9.0217, 7.4444, 11.7714
Si, 3.7624, 2.1888, 11.259
Si, 0.9844, 13.2614, 14.0133
Si, 1.9665, 10.6911, 12.4444
Si, 11.1843, 11.95, 9.4339
Si, 5.5519, -0.0192, 9.7763
Si, 3.0552, 5.5605, 16.1812
Si, 11.486, 0.2527, 21.3468
Si, 0.5709, 2.5572, 17.3573
Si, 3.7132, 10.7928, 9.7764
Si, 7.9955, 3.7778, 14.5757
O, 7.7866, 12.5271, 20.487
O, 6.2366, 0.0167, 15.4704
O, 1.7155, 12.1794, 13.0521
O, 5.9847, 8.1238, 20.5784
O, 0.3739, 13.2533, 10.0543
O, 5.9236, 7.0294, 15.8274
O, 7.5381, 5.1202, 18.2313
O, 4.1175, 1.891, 18.2578
O, 11.3487, 10.6398, 10.3474
O, 5.3198, 11.3675, 17.1016
O, 5.0084, 1.5624, 20.7626
O, 3.1336, 13.3589, 19.9166
O, 7.6271, 11.398, 18.2167
O, 3.4491, 6.947, 16.9207
O, 4.259, 6.3928, 9.9912
O, 9.8657, 11.3485, 12.4732
O, 9.8645, 0.2281, 21.466
O, 9.4207, 13.3203, 18.6422
O, 1.7845, 12.2201, 17.958
O, 6.0267, 8.0937, 10.9418
O, 2.5652, 10.9409, 10.9309
O, 5.599, 13.1755, 18.8829
O, 10.8421, 1.6795, 17.5677
O, 4.7562, 11.4831, 14.521
O, 0.7779, 3.6706, 18.5632
O, 5.4703, 6.7194, 13.189
O, 10.0563, 4.7381, 18.2306
O, 0.5534, 9.8462, 12.5778
O, 5.6562, 9.3721, 13.2674
O, 11.7336, 6.3043, 19.5733
O, 1.749, 1.4205, 17.197
O, 3.0439, 9.8467, 13.3245
O, 1.9333, 1.1806, 14.0978
O, 9.9584, 6.4819, 12.6599
O, 7.161, -0.1371, 10.0363
O, 8.9853, 4.0351, 13.2824
O, 7.6753, 1.8225, 20.9648
O, 4.0269, 9.1794, 9.7471
O, 0.9615, 8.6193, 20.5302
O, 9.5552, 12.1617, 9.3189
O, 5.1901, 8.4461, 18.0341
O, 9.0066, 3.9187, 9.9111
O, 7.8936, 9.6823, 21.1253
O, 9.8728, 8.8046, 11.4468
O, 11.0149, 4.4245, 11.3901
O, -0.183, 2.4019, 9.8014
O, 6.7206, 4.7826, 14.4643
O, 5.6609, 10.6601, 19.8354
O, 3.4727, 8.2146, 20.1338
O, 8.7162, 0.6326, 16.2395
O, 9.3541, 0.3948, 11.3638
O, 3.9914, 2.2296, 12.8764
O, 6.4206, 4.7914, 10.2225
O, 6.1478, 3.8341, 20.0523
O, 7.8123, 7.9149, 12.7548
O, 8.5062, 6.5458, 10.4692
O, 8.3974, -0.1935, 13.7778
O, 0.9595, 12.7574, 15.5756
O, 3.0038, 4.2193, 17.1443
O, 4.0517, 3.712, 10.7138
O, 10.0475, 8.2101, 20.5833
O, 9.788, 10.8419, 19.792
O, 11.0653, 0.1512, 13.4519
O, 4.2558, 9.083, 15.5545
O, 1.5434, 5.7267, 15.6132
O, 11.376, 4.849, 13.941
O, 4.8415, 1.0747, 10.7517
O, 8.4561, 2.536, 18.1044
O, 5.109, 6.062, 19.1636
O, 2.4762, 10.7437, 20.0256
O, 4.0004, 2.4021, 15.5498
O, 0.2884, 1.781, 20.9794
O, 3.5854, 13.1459, 16.2116
O, 8.7526, 4.1151, 15.9917
O, 5.4856, 3.9013, 17.4258
O, 2.1642, 3.7232, 14.0382
O, 0.3605, 3.3158, 15.9444
O, 0.5743, 12.6431, 20.2739
O, 7.4703, 2.2257, 14.5293
O, 4.9441, 11.8656, 10.0592
O, 2.2193, 1.7284, 10.8735
O, 4.1549, 5.3064, 14.9857
O, 11.0038, 4.2131, 20.7511

Results
free energy: -160103.008 eV
free energy less fixed offsets of B -155.45, O -569.03, Si -635.61 eV per atom: -0.678 eV

Forces (eV/angstrom), in the order of the atoms: element, x, y, z
Si, -0.0568, 0.024, -0.035
B, -0.0345, 0.0496, -0.0173
Si, 0.0599, 0.0231, -0.0272
Si, -0.0867, -0.0018, -0.0504
Si, 0.0256, -0.0431, -0.0563
Si, 0.0411, -0.0153, -0.0275
Si, -0.013, -0.0163, -0.0405
B, -0.038, 0.0227, -0.0016
B, 0.0458, 0.0404, -0.0137
Si, 0.0541, -0.0253, -0.0626
Si, -0.0577, 0.0238, -0.0759
Si, 0.0228, -0.0366, -0.0644
Si, 0.008, -0.0552, -0.0717
Si, -0.005, -0.0385, 0.1038
Si, 0.0093, -0.0195, -0.0152
Si, 0.0576, 0.0468, -0.01
Si, -0.0146, -0.0365, 0.0036
Si, -0.0418, 0.0214, -0.0066
Si, 0.0154, -0.0276, -0.0021
Si, 0.0048, -0.0478, 0.0079
Si, -0.0113, -0.0401, 0.0586
Si, 0.1237, -0.0028, 0.0089
Si, -0.0972, -0.0329, -0.0202
Si, -0.0044, 0.0882, -0.0096
Si, -0.0091, 0.011, 0.0087
Si, -0.0131, 0.0426, -0.0533
Si, 0.0067, 0.0185, -0.0135
Si, 0.0288, -0.005, -0.0215
Si, 0.0095, 0.013, -0.0486
Si, 0.0084, 0.0099, -0.0148
Si, -0.0029, 0.0084, -0.0215
Si, -0.016, 0.0232, -0.0218
Si, -0.0061, 0.0262, -0.0327
Si, 0.017, 0.0415, -0.0245
Si, -0.0094, 0.0304, -0.0206
Si, -0.0013, 0.0136, -0.0004
Si, 0.0308, -0.0136, 0.0034
Si, -0.0121, -0.0206, 0.0059
Si, -0.0115, -0.0043, -0.0263
Si, -0.0015, -0.0045, -0.0166
Si, -0.0209, -0.0098, 0.0175
Si, 0.0379, -0.0077, 0.0057
Si, -0.0147, 0.0073, -0.0119
Si, 0.011, 0.0121, 0.0094
Si, -0.0072, -0.0097, 0.0047
Si, -0.012, -0.0012, -0.0019
Si, 0.007, -0.0103, 0.0012
Si, 0.0205, -0.0086, 0.0061
Si, 0.2292, -0.1698, 0.2025
Si, -0.0797, -0.0175, -0.1177
Si, -0.0066, -0.1584, 0.2179
Si, 0.0441, 0.207, -0.0521
Si, 0.0474, -0.0583, -0.1826
Si, 0.0429, 0.1155, 0.0203
Si, 0.0088, -0.0443, -0.1398
Si, 0.1729, -0.0093, -0.0389
Si, 0.0531, -0.0073, -0.2529
Si, 0.1346, -0.1243, -0.0474
Si, 0.0432, -0.1371, 0.2514
Si, 0.0106, -0.1554, -0.0579
Si, -0.2053, 0.1896, 0.0514
Si, 0.1122, 0.1148, -0.0875
Si, -0.0639, 0.1769, 0.0909
Si, -0.1674, 0.0988, 0.2763
Si, -0.0162, -0.0749, -0.017
Si, -0.1034, -0.0291, 0.1462
Si, 0.1448, -0.0124, -0.0581
Si, -0.2302, 0.0402, -0.1013
Si, 0.0169, 0.1147, -0.1476
Si, -0.0715, -0.0126, -0.0501
Si, -0.0606, -0.0636, -0.0208
Si, -0.0062, 0.0629, -0.0176
Si, -0.0138, -0.0046, 0.0066
Si, -0.0162, 0.0163, 0.0236
Si, -0.0105, 0.0228, -0.007
Si, -0.0182, 0.0031, -0.0135
Si, 0.0039, -0.0076, 0.0024
Si, 0.0148, 0.0071, -0.0131
Si, 0.0068, 0.0074, -0.0073
Si, -0.0388, 0.002, -0.0007
Si, -0.0054, -0.0121, 0.0144
Si, 0.0154, 0.0172, 0.0008
Si, -0.0149, 0.0117, 0.0135
Si, -0.0149, -0.0018, -0.0203
Si, -0.0006, -0.0039, 0.0246
Si, 0.0231, -0.0138, 0.0108
Si, 0.0052, -0.0219, 0.0319
Si, -0.0175, -0.0385, 0.0461
Si, -0.0043, -0.0047, -0.0004
Si, -0.0181, -0.0221, 0.0168
Si, -0.0002, -0.0291, 0.0382
Si, -0.0088, -0.0048, 0.0159
Si, 0.0181, -0.0223, 0.0313
Si, 0.0076, -0.0056, -0.0142
Si, -0.0157, -0.0333, 0.0344
Si, -0.0152, -0.0292, 0.0274
Si, -0.018, -0.0025, -0.0146
Si, 0.0063, 0.0061, 0.0437
Si, 0.0014, 0.0284, -0.0046
Si, 0.0097, 0.0199, -0.1054
Si, 0.0437, -0.0136, 0.0495
Si, 0.0044, 0.0245, 0.02
Si, 0.0231, 0.0551, -0.0006
Si, -0.0349, 0.0004, 0.0418
Si, 0.0597, -0.0313, -0.034
Si, 0.0126, -0.0385, 0.0457
Si, 0.0486, 0.0564, 0.0049
Si, -0.0589, 0.0333, 0.0196
Si, 0.0433, 0.0126, 0.0283
Si, 0.0075, -0.0293, 0.046
Si, -0.0632, -0.0089, 0.0511
Si, -0.0591, -0.0172, 0.0627
Si, 0.0818, 0.0128, 0.0642
Si, -0.0065, -0.0039, 0.0298
B, 0.0504, -0.0259, 0.018
Si, 0.0155, 0.0155, 0.0318
B, -0.0485, -0.0407, -0.0062
Si, 0.1028, 0.03, 0.0095
Si, -0.1098, 0.0019, 0.0065
B, 0.0378, -0.0007, 0.0068
O, -0.002, -0.0197, -0.0177
O, 0.0179, -0.0132, -0.009
O, 0.019, -0.0095, -0.0081
O, 0.031, -0.0018, -0.0089
O, -0.0563, -0.0038, 0.0256
O, -0.0481, -0.0109, 0.0115
O, -0.018, -0.0046, -0.0098
O, -0.0333, -0.0195, -0.0035
O, -0.0212, -0.0092, 0.0056
O, -0.0274, 0.0232, 0.0133
O, -0.0321, 0.0183, -0.0029
O, 0.0041, 0.0287, 0.0211
O, 0.0011, 0.0143, 0.0033
O, -0.0148, 0.0035, -0.0015
O, 0.0183, -0.0109, 0.0123
O, 0.0153, -0.0042, 0.014
O, -0.0432, 0.0002, 0.0012
O, 0.0203, 0.0038, 0.0157
Si, -0.0007, 0.0037, -0.0008
Si, 0.0037, 0.0014, -0.0003
Si, -0.006, 0.0043, -0.0156
Si, 0.003, 0.0009, -0.0182
Si, -0.0011, -0.0027, 0.003
Si, -0.0007, -0.0009, 0.0008
Si, 0.005, -0.001, -0.0039
Si, 0.0018, 0.0027, 0.004
Si, -0.0008, 0.0043, 0.0002
Si, 0.0018, -0.0002, -0.003
Si, 0.0004, 0.004, 0.0035
Si, 0.0015, -0.0097, 0.001
Si, -0.0079, -0.0076, -0.0049
Si, -0.0043, -0.0047, -0.016
Si, 0.0059, 0.0052, 0.0045
Si, 0.0015, -0.0009, -0.0036
Si, 0.0033, -0.0005, -0.0005
Si, -0.0016, 0.0021, -0.0014
Si, 0.0005, -0.0027, -0.0015
Si, -0.0001, -0.001, -0.0045
Si, 0.0013, 0.0004, 0.0001
Si, 0.0012, -0.0025, -0.0041
Si, -0.0022, 0.0021, -0.0044
Si, 0.0031, 0.001, 0.0021
Si, 0.0032, -0.0034, -0.0135
Si, -0.0043, -0.0024, 0.0079
Si, 0.0007, -0.0008, -0.0025
Si, -0.0007, -0.016, 0.0113
Si, -0.0005, -0.0019, -0.0031
Si, 0.0004, -0.0019, -0.0021
Si, -0.0026, 0.0012, -0.0017
Si, -0.0023, 0.0006, -0.0025
Si, 0.0039, -0.0027, -0.0015
Si, -0.0083, 0.0005, 0.006
Si, -0.0026, -0.0035, 0.0007
Si, 0.0031, 0.0036, -0.0012
Si, -0.0014, 0.0025, 0.0016
Si, -0.0012, -0.0007, -0.0003
Si, -0.0006, -0.0015, -0.0029
Si, -0.0019, -0.0001, -0.0007
Si, 0.0032, -0.0035, 0.0041
Si, -0.0043, 0.0015, 0.0027
Si, -0.0032, 0.0078, 0.0104
Si, 0.0021, 0.0002, 0.0026
Si, -0.004, 0.0004, 0.0052
Si, -0.0011, -0.0024, -0.002
O, 0.0205, 0.0126, -0.0094
O, 0.0094, -0.005, -0.0002
O, -0.0162, -0.0089, 0.0127
O, -0.0145, 0.016, -0.0129
O, 0.0002, -0.0002, -0.022
O, -0.0384, 0.0001, -0.0092
O, 0.0013, -0.0216, 0.0027
O, 0.003, -0.0102, 0.0108
O, -0.0216, 0.0119, 0.0143
O, -0.0052, 0.0203, -0.0107
O, 0.0206, 0.0064, -0.0194
O, 0.0001, -0.0119, -0.0178
O, -0.0003, 0.01, 0.0204
O, 0.0162, -0.0091, -0.0332
O, 0.0286, 0.0007, -0.0104
O, 0.0197, 0.0123, -0.0112
O, 0.0109, 0.0071, 0.0008
O, -0.0219, -0.0231, -0.0054
O, 0.0132, 0.0214, 0.0135
O, -0.0212, -0.0051, 0.0071
O, 0.0203, -0.0028, 0.0141
O, -0.0176, -0.0008, 0.017
O, -0.0039, 0.0199, -0.0031
O, -0.0051, -0.0143, 0.022
O, -0.0172, -0.0112, -0.0143
O, 0.0209, 0.0158, 0.0184
O, 0.0009, -0.0124, 0.0056
O, 0.001, 0.0167, 0.0066
O, -0.0165, -0.0207, 0.0046
O, -0.0101, 0.018, 0.0152
O, -0.0055, -0.018, -0.0057
O, 0.0124, 0.0194, -0.0001
O, 0.0025, -0.0007, -0.0038
O, -0.0159, -0.0122, -0.0203
O, -0.0012, 0.0114, -0.0119
O, -0.0004, 0.0164, 0.0195
O, -0.0266, -0.0079, 0.0139
O, 0.013, -0.0036, -0.0074
O, 0.0116, -0.0051, 0.0163
O, 0.0153, 0.017, 0.0211
O, -0.0087, -0.027, 0.0074
O, 0.0034, 0.0292, -0.0116
O, 0.0021, 0.0019, -0.0018
O, 0.0023, -0.0003, 0.015
O, -0.007, 0.004, 0.0094
O, 0.0213, 0.0039, 0.0079
O, 0.0041, 0.0011, 0.0011
O, 0.0129, -0.0048, 0.0093
O, -0.0013, 0.0188, 0.0002
O, -0.0099, 0.0145, 0.002
O, -0.0059, -0.0236, 0.0147
O, -0.0245, 0.0052, 0.0043
O, -0.0049, 0.0105, -0.0143
O, -0.0003, -0.004, -0.0134
O, -0.0116, -0.0067, -0.0101
O, 0.0012, -0.0208, 0.0085
O, 0.0127, 0.0155, 0.003
O, 0.0168, 0.0118, -0.008
O, 0.004, 0.0052, -0.0233
O, 0.0082, -0.0113, -0.0003
O, 0.0102, 0.008, 0.0193
O, -0.027, 0.0044, 0.0121
O, -0.0024, -0.0227, 0.0013
O, 0.0135, -0.0101, -0.0121
O, 0.0163, -0.0294, -0.0033
O, 0.005, -0.0121, -0.0005
O, -0.0081, -0.0048, -0.009
O, 0.016, 0.0118, -0.0226
O, 0.0176, 0.0084, 0.0029
O, -0.0079, -0.0053, 0.0104
O, -0.0125, 0.0077, -0.0018
O, -0.0103, -0.0105, 0.0385
O, -0.0076, -0.0183, 0.003
O, -0.0175, -0.0125, 0.0068
O, -0.0021, 0.0003, 0.0149
O, -0.0024, -0.0008, 0.0252
O, 0.0231, 0.0063, 0.0053
O, 0.0221, 0.0082, 0.0022
O, 0.0181, -0.0008, 0.0127
O, -0.0107, 0.0138, 0.0038
O, 0.0144, 0.0026, -0.007
O, 0.0001, 0.016, 0.0219
O, 0.0121, -0.0171, -0.0146

The program warned: the cutoff lies below the one the program advises for these potential files; the exchange-correlation potential is rough where the density is thin.
